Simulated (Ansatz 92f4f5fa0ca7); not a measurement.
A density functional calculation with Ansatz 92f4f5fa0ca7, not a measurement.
Periodic cell of 437 atoms, Si288O149, from a study of silicon, its oxide and their interface. The atomic structure is a simulated model.
Doubt: the cutoff is far below the 930 eV that the study's wrapper takes by default for these files, so forces and energies are approximate.
This geometry differs little from another in the collection (a relaxation step or a small displacement).

Settings
functional: PBE
potential files: Ansatz PAW
basis: plane waves
wave-function cutoff: 580 eV
density cutoff ratio: 5
exchange-correlation grid ratio: 1
k mesh: 1 x 1 x 1, Gamma-centred
self-consistency stop: 5e-08 eV per atom in the density residual
occupations: fixed
spin: none
net charge: 0

Cell vectors (angstrom)
a	15.4687	0	0
b	0	15.4687	0
c	-5.0566	-0.9766	32.7323

Atoms: element, x, y, z (angstrom)
Si	-5.1199	-0.6814	22.5819
Si	-5.0536	2.4646	22.5778
Si	-4.876	7.028	22.4686
Si	-5.0978	-5.2679	22.4451
Si	-1.1578	-0.8464	22.5869
Si	-1.0818	2.3345	22.5457
Si	-1.1924	7.5355	22.6495
Si	-1.2177	-5.4451	22.7094
Si	2.4911	-1.7005	22.3446
Si	2.7073	3.3969	22.6366
Si	2.7332	6.5557	22.6576
Si	2.5837	-4.238	22.548
Si	-8.986	-1.6319	22.4451
Si	-8.9433	3.2917	22.5251
Si	-8.9495	6.456	22.5325
Si	-8.9191	-4.1032	22.5442
Si	-3.1514	-1.0068	23.8557
Si	-3.0628	2.7883	23.8062
Si	-3.0525	6.8351	23.9185
Si	-3.1915	-4.9336	23.876
Si	0.7805	-1.0584	23.8799
Si	0.7748	2.876	23.8923
Si	0.7232	6.8299	23.8687
Si	0.7293	-4.8358	23.9179
Si	4.4943	-1.0526	23.6149
Si	4.6354	2.9839	23.901
Si	4.6616	6.7513	23.9593
Si	4.5837	-4.7266	23.759
Si	-7.1008	-1.0012	23.807
Si	-7.0069	2.8651	23.8326
Si	-6.9169	6.734	23.7221
Si	-7.0221	-4.8401	23.7948
Si	-3.1096	0.9138	25.2517
Si	-3.0792	4.7877	25.1375
Si	-3.1561	8.6938	25.343
Si	-3.1623	-2.952	25.1879
Si	0.827	0.919	25.2191
Si	0.6828	4.8486	25.2113
Si	0.8113	8.7089	25.2832
Si	0.6841	-2.9283	25.293
Si	4.5826	0.9145	25.0644
Si	4.641	4.8459	25.3405
Si	4.6254	8.7735	25.1554
Si	4.5689	-2.8569	25.1993
Si	-7.0751	0.9319	25.194
Si	-6.9438	4.8278	25.1694
Si	-7.0215	8.6652	25.1429
Si	-6.9583	-2.9199	25.1983
Si	-5.0936	0.9408	26.5544
Si	-5.0185	4.8129	26.5343
Si	-5.1236	8.6842	26.6026
Si	-5.0617	-2.9111	26.5914
Si	-1.1504	0.9354	26.5716
Si	-1.2114	4.8181	26.5918
Si	-1.1665	8.7082	26.614
Si	-1.2506	-2.9165	26.6052
Si	2.7326	0.9398	26.5684
Si	2.6438	4.8313	26.5906
Si	2.7379	8.7093	26.6045
Si	2.6611	-2.909	26.5993
Si	-8.9901	0.935	26.5406
Si	-8.861	4.8307	26.6084
Si	-8.9266	8.7035	26.5463
Si	-8.9291	-2.9005	26.5438
Si	-5.0595	-0.9741	27.9465
Si	-5.0587	2.8835	27.9248
Si	-5.0614	6.7372	27.939
Si	-5.0679	-4.8454	27.953
Si	-1.1938	-0.9789	27.9545
Si	-1.185	2.8752	27.9432
Si	-1.1928	6.7582	27.9524
Si	-1.1919	-4.8387	27.9693
Si	2.6834	-0.9757	27.9532
Si	2.6796	2.8823	27.9396
Si	2.6829	6.7637	27.9532
Si	2.6859	-4.8359	27.9623
Si	-8.9283	-0.9801	27.9341
Si	-8.9264	2.8718	27.9356
Si	-8.9198	6.7765	27.9442
Si	-8.9228	-4.8354	27.9271
Si	1.9336	0	2.0503
Si	1.9336	3.8672	2.0503
Si	1.9336	7.7343	2.0503
Si	1.9336	-3.8672	2.0503
Si	5.8008	0	2.0503
Si	5.8008	3.8672	2.0503
Si	5.8008	7.7343	2.0503
Si	5.8008	-3.8672	2.0503
Si	9.6679	0	2.0503
Si	9.6679	3.8672	2.0503
Si	9.6679	7.7343	2.0503
Si	9.6679	-3.8672	2.0503
Si	-1.9336	0	2.0503
Si	-1.9336	3.8672	2.0503
Si	-1.9336	7.7343	2.0503
Si	-1.9336	-3.8672	2.0503
Si	1.9449	1.9348	3.4261
Si	1.9606	5.7915	3.4182
Si	1.9916	9.6723	3.3618
Si	1.8607	-1.9313	3.431
Si	5.7749	1.9335	3.3733
Si	5.7708	5.8063	3.4371
Si	5.8499	9.6684	3.3458
Si	5.8169	-1.9332	3.4867
Si	9.6396	1.9342	3.4246
Si	9.6943	5.7992	3.3846
Si	9.6507	9.6741	3.3814
Si	9.7053	-1.934	3.4685
Si	-1.9915	1.9267	3.3855
Si	-1.8864	5.8061	3.4309
Si	-1.904	9.6675	3.3536
Si	-1.963	-1.9333	3.5201
Si	-0.0549	1.8959	4.6935
Si	0.0664	5.797	4.8127
Si	0.0526	9.6631	4.6576
Si	-0.0255	-1.9444	4.9276
Si	3.9101	1.9679	4.7967
Si	3.8377	5.7778	4.8624
Si	3.9551	9.6463	4.6733
Si	3.7833	-1.899	4.769
Si	7.6615	1.9259	4.7422
Si	7.7561	5.8275	4.7103
Si	7.7189	9.6842	4.7513
Si	7.8115	-1.9484	4.8806
Si	-3.9012	1.9373	4.7981
Si	-3.8418	5.7958	4.7481
Si	-3.8529	9.6951	4.6514
Si	-3.8928	-1.9335	4.9838
Si	-0.0588	0.087	6.2291
Si	0.0047	3.792	6.0689
Si	0.1757	7.7985	6.0858
Si	-0.026	-4.0062	6.1789
Si	3.7841	0.048	6.1599
Si	3.8626	3.8333	6.2913
Si	3.9019	7.795	6.1292
Si	3.8598	-3.9084	6.0059
Si	7.6934	0.0563	6.1962
Si	7.6542	3.8981	6.0278
Si	7.7846	7.7501	6.0818
Si	7.8185	-3.9518	6.2491
Si	-3.9412	0.098	6.3276
Si	-3.8718	3.9031	6.1409
Si	-3.8384	7.7828	5.9891
Si	-3.869	-4.0233	6.2458
Si	1.8815	0.7129	7.4324
Si	1.8487	3.2195	7.4137
Si	2.0583	8.4015	7.487
Si	1.9881	-4.583	7.2773
Si	5.7229	-0.3517	7.4491
Si	5.877	4.2913	7.5492
Si	5.8563	7.4903	7.4311
Si	5.7582	-3.5557	7.3589
Si	-5.9353	0.6138	7.5927
Si	-5.9007	3.7689	7.3342
Si	-5.7375	8.1684	7.3342
Si	-5.7444	-4.8047	7.5218
Si	-1.9698	0.5025	7.608
Si	-1.9034	3.6582	7.4368
Si	-1.8421	8.2709	7.1421
Si	-1.9356	-4.7973	7.3884
Si	-5.5167	6.4235	8.9698
Si	-3.1231	-0.9766	29.3136
Si	-3.1231	2.8905	29.3136
Si	-3.1231	6.7577	29.3136
Si	-3.1231	-4.8438	29.3136
Si	0.7441	-0.9766	29.3136
Si	0.7441	2.8905	29.3136
Si	0.7441	6.7577	29.3136
Si	0.7441	-4.8438	29.3136
Si	-10.8574	-0.9766	29.3136
Si	-10.8574	2.8905	29.3136
Si	-10.8574	6.7577	29.3136
Si	-10.8574	-4.8438	29.3136
Si	-6.9902	-0.9766	29.3136
Si	-6.9902	2.8905	29.3136
Si	-6.9902	6.7577	29.3136
Si	-6.9902	-4.8438	29.3136
Si	-3.1231	0.957	30.6808
Si	-3.1231	4.8241	30.6808
Si	-3.1231	-6.7774	30.6808
Si	-3.1231	-2.9102	30.6808
Si	0.7441	0.957	30.6808
Si	0.7441	4.8241	30.6808
Si	0.7441	-6.7774	30.6808
Si	0.7441	-2.9102	30.6808
Si	-10.8574	0.957	30.6808
Si	-10.8574	4.8241	30.6808
Si	-10.8574	-6.7774	30.6808
Si	-10.8574	-2.9102	30.6808
Si	-6.9902	0.957	30.6808
Si	-6.9902	4.8241	30.6808
Si	-6.9902	-6.7774	30.6808
Si	-6.9902	-2.9102	30.6808
Si	-5.0566	0.957	32.0481
Si	-5.0566	4.8241	32.0481
Si	-5.0566	-6.7774	32.0481
Si	-5.0566	-2.9102	32.0481
Si	-1.1895	0.957	32.0481
Si	-1.1895	4.8241	32.0481
Si	-1.1895	-6.7774	32.0481
Si	-1.1895	-2.9102	32.0481
Si	2.6777	0.957	32.0481
Si	2.6777	4.8241	32.0481
Si	2.6777	-6.7774	32.0481
Si	2.6777	-2.9102	32.0481
Si	-8.9238	0.957	32.0481
Si	-8.9238	4.8241	32.0481
Si	-8.9238	-6.7774	32.0481
Si	-8.9238	-2.9102	32.0481
Si	0	0	0.683
Si	0	3.8672	0.683
Si	0	7.7343	0.683
Si	0	-3.8672	0.683
Si	3.8672	0	0.683
Si	3.8672	3.8672	0.683
Si	3.8672	7.7343	0.683
Si	3.8672	-3.8672	0.683
Si	7.7343	0	0.683
Si	7.7343	3.8672	0.683
Si	7.7343	7.7343	0.683
Si	7.7343	-3.8672	0.683
Si	-3.8672	0	0.683
Si	-3.8672	3.8672	0.683
Si	-3.8672	7.7343	0.683
Si	-3.8672	-3.8672	0.683
Si	-6.1779	-3.3902	15.1118
Si	1.9139	6.5968	16.3779
Si	-8.6608	-5.2699	14.7392
Si	8.6993	2.5345	12.195
Si	3.8882	5.288	11.0582
Si	1.655	4.3482	9.5034
Si	1.4076	-3.0767	9.9906
Si	5.0063	0.6012	10.3499
Si	6.0781	-5.676	9.6347
Si	-5.7013	7.7301	11.6549
Si	9.0851	-4.9523	10.4843
Si	1.8927	-5.6416	11.8149
Si	4.7246	-4.8137	12.3002
Si	-3.3638	-2.9357	15.964
Si	-2.2729	8.0933	14.5513
Si	-2.5882	-0.8709	10.413
Si	-7.4887	7.3743	14.3397
Si	-8.3992	4.9664	17.9567
Si	0.1172	0.3011	15.2445
Si	-3.6797	1.6721	14.5822
Si	-6.8195	-2.7298	18.1475
Si	-9.3849	5.0001	15.1792
Si	-0.7569	-5.0364	13.0452
Si	1.995	0.0305	9.6927
Si	0.5273	2.1724	11.3471
Si	-10.8072	-0.0137	14.7523
Si	8.5984	-2.4045	12.3603
Si	-2.3038	6.1738	9.3071
Si	-8.3363	1.9706	14.8812
Si	-1.6129	-3.6829	10.2923
Si	-5.6443	-0.0094	10.597
Si	-4.3412	4.2521	13.479
Si	-9.0089	-0.7283	19.2667
Si	-1.4915	3.3409	19.6654
Si	-8.5909	-4.9889	19.4218
Si	-5.7514	1.7807	16.4156
Si	-2.8462	6.3732	12.1792
Si	-0.5063	8.2893	17.1189
Si	0.9732	4.8229	18.6998
Si	2.3658	1.986	13.9982
Si	1.7678	-0.4692	19.3369
Si	2.285	7.3671	9.6871
Si	-1.0084	0.4711	18.2583
Si	3.1311	5.0566	14.0795
Si	-1.0815	-4.0511	17.5719
Si	5.4469	-1.87	12.3654
Si	-10.5578	-4.5504	17.1519
Si	-4.8599	6.7123	15.4007
Si	-4.3996	4.5958	20.3683
Si	-3.6379	-0.0576	17.0034
Si	-4.7231	-2.9321	20.3592
Si	-5.4474	4.7116	17.4567
Si	-1.5549	-3.2368	20.4818
Si	-0.5318	-2.6755	15.0296
Si	-1.698	0.8533	12.6692
Si	-0.1527	7.246	19.9472
Si	2.9192	2.4542	19.6955
Si	-9.3901	2.3682	19.5483
Si	3.782	8.2932	17.9519
Si	3.9319	-1.5893	17.4521
Si	2.2124	-6.6112	20.5583
Si	-9.0178	7.5553	19.579
Si	6.2051	3.4323	10.6119
O	1.618	2.0881	12.5577
O	0.1302	-0.3405	19.1306
O	9.2421	-2.3307	13.8632
O	2.1023	-3.6955	8.667
O	-4.5918	-3.8023	15.3069
O	5.7104	0.4628	8.8811
O	6.2043	3.5277	8.976
O	5.8226	5.9072	7.9192
O	3.0827	5.3603	12.4786
O	5.584	-4.4053	8.7537
O	-9.0457	3.4316	14.9102
O	-0.3883	0.6024	16.7563
O	9.5802	2.2353	7.9906
O	-2.0325	-4.64	9.0477
O	9.3497	4.9733	8.4648
O	3.7054	1.0532	13.9571
O	5.3798	-0.7028	11.24
O	9.2634	6.7709	10.4205
O	9.3297	-0.1576	9.0404
O	-1.9349	2.1113	8.0653
O	-4.0273	-0.1498	10.5807
O	-4.0332	-1.5382	16.4689
O	-1.8913	6.3487	10.8684
O	7.6453	-5.5372	10.0116
O	-4.1694	7.3304	12.0519
O	-0.2111	-2.9504	9.8853
O	-9.1589	7.4056	21.1991
O	0.6278	3.5683	10.5155
O	-0.1834	-3.7176	13.8321
O	-5.2575	1.4149	14.8859
O	-1.0179	2.1111	11.8806
O	3.3907	0.6842	10.2345
O	5.8218	-4.9145	13.4939
O	-5.3576	-2.6892	18.8784
O	8.6749	7.5859	12.8633
O	0.596	8.5866	20.535
O	-1.7432	4.7786	8.6542
O	-8.8036	-4.6388	20.9862
O	4.8948	-1.3071	13.7897
O	-3.9203	6.1568	9.1659
O	-4.4791	5.9958	21.2225
O	-1.9225	-0.4004	8.9927
O	5.2099	-5.6765	11.0015
O	-8.5251	8.5754	14.7154
O	-7.0132	4.9426	17.1095
O	-1.5077	7.8156	15.9466
O	-0.1418	-3.2771	16.4933
O	-7.1442	-4.6427	14.666
O	2.16	-1.0896	20.8127
O	-8.9362	4.8749	22.0323
O	-0.8687	3.2186	21.1697
O	3.2824	-5.512	12.6873
O	1.7321	-4.1396	11.1753
O	8.9775	-3.7983	11.61
O	6.9944	-2.3145	12.5177
O	-10.0021	-4.6204	18.6873
O	-1.0166	-1.9533	21.3501
O	-5.0908	3.4077	21.2341
O	1.4322	1.2393	15.1033
O	-0.551	4.2609	18.7195
O	4.086	-3.1531	16.9606
O	2.0785	3.6976	19.0731
O	0.9876	6.0701	19.7759
O	5.8597	8.4138	8.8002
O	-3.3045	4.8196	12.3651
O	-10.3824	-1.262	18.5637
O	-7.7253	-1.4375	18.5537
O	2.4659	-1.3907	18.1688
O	3.7136	6.7438	10.2942
O	3.1774	4.1607	10.1048
O	-5.0734	0.6555	17.4264
O	-6.7091	-2.7517	16.5213
O	-0.803	-3.4015	19.0405
O	-1.9583	6.9396	13.4333
O	-8.151	-6.5602	19.274
O	0.9736	7.927	16.529
O	7.8781	1.8383	13.4304
O	-5.112	3.2089	16.911
O	4.0474	-0.5817	16.162
O	4.4852	2.6072	19.2839
O	2.927	7.689	21.4584
O	4.0264	-5.9072	16.9466
O	0.774	0.8556	10.4091
O	2.6477	-6.6896	19.0059
O	-1.2972	-4.6492	21.2499
O	-10.4397	7.7704	18.8407
O	5.5201	1.996	11.026
O	-2.9611	0.9278	15.8554
O	-5.173	-1.6552	21.2613
O	-5.1952	-4.3288	21.0802
O	-5.087	0.8911	22.0482
O	-9.5144	5.2369	16.7987
O	-5.0145	8.6087	21.9313
O	-9.4045	0.7588	15.0472
O	-2.4698	-0.2938	18.1366
O	-7.3638	1.8255	16.2145
O	-5.5836	3.4918	12.7686
O	-1.1211	0.7375	22.051
O	0.3422	-1.2989	14.939
O	4.5862	-3.2087	11.9522
O	3.3365	7.0221	17.045
O	-0.899	0.7291	14.0636
O	2.531	-5.1145	21.1217
O	-1.4583	1.8785	18.951
O	2.7477	2.4225	21.3118
O	-8.916	0.8895	19.041
O	2.6961	4.9794	22.1048
O	5.4176	4.7407	11.2406
O	-2.7292	-2.4982	10.4537
O	5.7532	-1.9671	7.8174
O	-9.034	2.402	21.1428
O	1.3189	5.9926	9.5578
O	2.3626	1.0383	19.1407
O	-6.325	7.4097	15.4829
O	9.1569	-1.1859	11.4711
O	-5.5674	9.2768	11.1481
O	9.3798	1.4084	11.241
O	-1.2747	6.9044	21.0853
O	2.7241	3.5138	14.4435
O	-1.6583	-0.4535	11.6973
O	-2.6584	-3.8456	17.1357
O	-3.2497	1.0841	13.127
O	-8.3309	6.1997	19.0153
O	-9.011	-1.1075	20.8601
O	-0.8501	7.4728	18.4943
O	-8.6101	3.5504	18.7413
O	1.9711	-1.5521	10.1654
O	-5.648	-4.3655	9.137
O	-3.123	-2.9834	20.1931
O	-0.6655	-5.6154	17.5039
O	-9.3274	-4.6478	16.0878
O	-1.7124	7.5147	8.6137
O	-4.9383	5.5395	14.2674
O	-2.1665	-2.4728	14.9331
O	1.2684	5.3411	17.1915
O	2.121	6.1009	14.838
O	-10.8288	5.3559	14.5625
O	-5.3077	4.8225	19.0567
O	-3.4734	3.2935	14.4914
O	-2.9374	4.0803	19.836
O	-1.831	9.5627	13.9461
O	-8.2954	5.9589	14.4231
O	1.8929	8.5975	10.7198
O	0.5748	9.5295	12.7397
O	-4.534	5.903	16.7904
O	7.6989	3.4415	11.267
O	-1.4961	-4.5691	11.6587
O	-3.8434	7.9243	14.9971
O	-7.4439	-4.1246	18.6927

Results
free energy: -267828.672 eV
free energy less fixed offsets of O -568.88, Si -635.61 eV per atom: -9.872 eV

Forces (eV/angstrom), in the order of the atoms: element, x, y, z
Si	0.0005	-0.0163	0.002
Si	-0.0007	0.0233	0.0041
Si	-0.0058	-0.02	0.0229
Si	0.0048	0.0191	0.0102
Si	-0.0086	-0.0163	0.0078
Si	0.0006	0.0169	0.0033
Si	-0.0051	0.0106	0.013
Si	0.0042	-0.005	0.0222
Si	-0.0019	-0.0234	0.0196
Si	-0.0004	-0.0167	0.0092
Si	-0.0013	0.0142	0.0098
Si	0.0035	0.0174	0.0152
Si	-0.0026	-0.0157	0.0216
Si	-0.0022	-0.0169	0.0045
Si	0.0044	0.0143	0.0053
Si	-0.0029	0.0134	0.0258
Si	0.0064	-0.0005	0.0091
Si	-0.0016	0.0017	0.0084
Si	0.0024	0.0005	-0.0003
Si	-0.0029	-0.0062	-0.0006
Si	-0.0046	-0.0013	0.0026
Si	0.001	0.0002	0.0033
Si	0.0061	-0.0014	0.0042
Si	-0.007	-0.004	-0.0022
Si	0.0063	-0.0052	0.004
Si	0.0011	-0.0053	0.0023
Si	-0.0079	0.0032	0.0083
Si	-0.0037	0.0082	-0.0003
Si	0.008	-0.0017	0.0065
Si	0.0023	-0.0001	0.0059
Si	-0.0001	-0.0019	0.0024
Si	0.003	-0.002	0.0059
Si	-0.0024	0.0007	0.0076
Si	0.0021	-0.0008	0.001
Si	0	-0.0003	0.0079
Si	0.004	0.0009	0.0131
Si	0.0039	0.0011	0.0065
Si	-0.0031	-0.0015	0.0022
Si	0.0045	0.003	0.0086
Si	-0.0062	0.0008	0.0112
Si	-0.001	0.0055	0.0044
Si	0	0.0028	0.0055
Si	-0.0005	-0.0025	0.0046
Si	0.0005	-0.0003	-0.0008
Si	-0.0027	0.0003	0.0061
Si	-0.0011	-0.0001	0.0045
Si	-0.0053	0.0038	0.0025
Si	0.0023	0.0004	0.0065
Si	-0.0001	-0.0003	0.0021
Si	-0.0003	0.0019	0.0052
Si	0.0011	0	0.004
Si	-0.003	-0.0022	-0.0016
Si	0.0029	-0.001	0.0036
Si	-0.0011	0.0006	0.0069
Si	0.0009	0.0014	0.0003
Si	0.0023	-0.001	-0.0006
Si	-0.0056	-0.0027	0.0026
Si	0.0018	0.0016	0.0041
Si	-0.0033	-0.0013	0.003
Si	-0.0028	-0.0006	-0.0025
Si	0.004	-0.003	0.0059
Si	0.0035	0.0004	0.0047
Si	0.0008	-0.0005	0.0068
Si	0.0007	-0.0011	-0.0035
Si	0.0018	0.0021	0.0024
Si	-0.0008	-0.0022	0.0014
Si	-0.0009	-0.0001	0.0019
Si	-0.0002	-0.0007	0.0037
Si	-0.0009	0.0006	0.0006
Si	0.0003	-0.001	0.0012
Si	0.0013	0.0001	0.0022
Si	0.0008	-0.0016	0.0018
Si	0	0.0008	0.0017
Si	0.0014	0.0026	-0.0016
Si	0.0014	-0.0006	-0.0007
Si	0.0008	-0.0009	0.0017
Si	-0.0002	-0.0002	0.0009
Si	-0.0033	0.0043	-0.0015
Si	-0.0027	-0.0018	-0.0011
Si	0.0002	0.0019	0.0005
Si	-0.0677	0.0076	0.0755
Si	0.0427	-0.0581	-0.0174
Si	0.0898	-0.1677	-0.1506
Si	-0.0061	0.2235	-0.1595
Si	0.0261	-0.2802	0.0785
Si	-0.0594	0.2014	-0.0673
Si	-0.018	-0.2431	-0.2188
Si	0.0504	0.3735	-0.0229
Si	0.0711	-0.0762	0.2141
Si	-0.002	-0.1149	-0.1057
Si	0.0133	0.0125	-0.2277
Si	0.0104	0.2201	0.0179
Si	-0.1779	-0.3166	0.2031
Si	0.0092	0.1103	-0.0114
Si	0.0513	-0.2028	-0.2084
Si	0.0258	0.3928	0.1108
Si	0.0016	-0.0021	0.0028
Si	-0.0014	-0.0006	-0.0022
Si	-0.0009	0.0035	0.004
Si	0.0029	0.0018	0.0014
Si	-0.0011	-0.0015	-0.0008
Si	0.0022	0.0019	0.0007
Si	-0.0009	-0.0013	0.0002
Si	-0.0014	-0.0016	-0.0003
Si	-0.0031	-0.001	0.0005
Si	-0.0005	0.0028	0.0034
Si	0.0011	0.0029	0.0036
Si	-0.0027	0.0016	0.002
Si	0.0043	0.0002	-0.0023
Si	0.0012	0.0014	-0.0033
Si	0.0006	-0.0002	-0.0003
Si	-0.0001	-0.0022	-0.0016
Si	0.004	0.0037	0.007
Si	-0.0026	-0.0045	0.0023
Si	0.0017	-0.0061	-0.0022
Si	0	0.0099	-0.0006
Si	-0.0026	0.0031	0.0105
Si	0.0003	0.0043	0.0045
Si	0.0026	0.0049	-0.0016
Si	-0.0061	-0.0015	-0.0014
Si	-0.0021	0.0011	-0.0034
Si	-0.004	0.0057	-0.0016
Si	-0.0022	0	-0.0037
Si	0.0036	-0.0002	-0.0039
Si	-0.0015	-0.0003	-0.0022
Si	0.0046	0.0017	-0.0065
Si	-0.002	-0.0056	-0.0011
Si	0.002	0.0026	-0.0027
Si	0.0011	-0.004	-0.0092
Si	-0.0058	-0.0012	-0.0073
Si	0.0024	0.0079	0.0016
Si	-0.0016	-0.006	-0.0026
Si	-0.002	0.0046	-0.0097
Si	-0.0063	-0.0082	-0.0083
Si	0.0064	-0.0095	-0.0025
Si	-0.0006	-0.0022	-0.0046
Si	-0.0019	-0.0033	-0.0069
Si	0.0032	-0.0017	-0.0009
Si	-0.0002	-0.0012	0.0007
Si	-0.0026	0.0027	-0.0045
Si	0.0003	-0.0043	-0.0067
Si	0.0011	-0.0036	-0.0061
Si	-0.002	0.0095	-0.0008
Si	0.004	-0.0028	0.0034
Si	0.0035	-0.0045	0.0029
Si	0.0073	0.008	0.0025
Si	-0.0049	-0.0075	0.0019
Si	0.0081	-0.0016	-0.0095
Si	-0.0016	0.0135	0.0072
Si	0.0016	-0.0092	0.0035
Si	0.0009	0.0159	-0.0167
Si	0.0018	-0.0221	-0.0005
Si	0	-0.0085	0.0171
Si	0.0004	0.0032	-0.0013
Si	0.0017	-0.0065	0.0009
Si	-0.0059	-0.0082	0.001
Si	-0.0004	-0.0094	0.0063
Si	-0.0004	0.0125	-0.0092
Si	-0.0022	0.0063	-0.0277
Si	-0.0017	0.0014	-0.0063
Si	0.0028	0.0111	-0.0035
Si	-0.0458	0.0872	0.0288
Si	-0.0327	-0.0875	-0.1139
Si	-0.0758	0.04	-0.0042
Si	-0.1069	-0.0617	0.0779
Si	0.0151	-0.0178	0.0106
Si	0.0353	-0.064	-0.0279
Si	0.0061	0.0238	0.0198
Si	0.0494	0.0571	0.1018
Si	0.0634	-0.0857	0.0302
Si	0.0164	0.0868	-0.0466
Si	0.0595	-0.0709	0.029
Si	0.1215	0.0321	0.03
Si	-0.0588	0.0217	-0.0459
Si	-0.0008	-0.1007	-0.1147
Si	0.0053	-0.0161	0.0094
Si	-0.0979	0.0837	0.0199
Si	-0.0282	-0.0358	0.0194
Si	0	0.006	-0.0209
Si	-0.0275	0.0359	0.0164
Si	-0.0172	0.0055	0
Si	-0.0355	-0.0204	0.0054
Si	0.0407	-0.0035	-0.0058
Si	-0.031	0.015	0.0095
Si	0.036	0.0086	0.0151
Si	0.0172	-0.0031	-0.012
Si	0.0241	-0.0065	0.005
Si	0.0124	0.0105	-0.0047
Si	0.0365	0.005	0.0214
Si	0.0325	0.0078	-0.0034
Si	-0.0774	0.0133	-0.0077
Si	0.034	-0.0075	-0.0024
Si	-0.0383	-0.0074	0.0152
Si	-0.028	0.002	0.0007
Si	0.0022	-0.0031	-0.0132
Si	-0.0182	0.011	0.0006
Si	0.0288	-0.0064	-0.0066
Si	0.012	0.029	0.0173
Si	0.0102	-0.0049	-0.0142
Si	-0.0106	-0.0212	0.0051
Si	0.017	-0.0002	-0.0277
Si	-0.0012	0.0052	0.0117
Si	0.0244	0.0135	-0.0199
Si	-0.0011	-0.011	0.0173
Si	-0.0003	-0.0229	-0.0201
Si	0.0378	0.0165	0.0068
Si	-0.0366	-0.0169	-0.0021
Si	0.0283	-0.0278	0.0013
Si	-0.0357	0.0162	-0.0064
Si	0.0437	0.0203	0.0188
Si	-0.0024	-0.0401	0.0029
Si	-0.0309	-0.0348	-0.0151
Si	0.0198	0.0735	-0.0069
Si	-0.0058	-0.1638	0.0048
Si	0.0005	0.0009	-0.0155
Si	-0.0074	-0.0002	-0.0327
Si	-0.0267	0.1603	-0.0101
Si	0.0022	-0.0712	0.0121
Si	0.0127	0.0479	-0.0065
Si	-0.0036	-0.1336	-0.0233
Si	-0.0014	0.1738	-0.0089
Si	0.01	-0.0858	-0.005
Si	-0.0128	0.0482	-0.0053
Si	-0.0156	-0.0225	-0.0184
Si	-0.0166	0.0505	0.0005
Si	0.001	-0.0035	-0.0023
Si	-0.0004	0.0008	0.0028
Si	0.0026	-0.0022	-0.0076
Si	-0.0022	0.0032	-0.0065
Si	0.0081	-0.0037	-0.0099
Si	-0.0038	-0.0075	-0.0025
Si	0.0047	0.0105	-0.004
Si	0.0057	0.0035	-0.007
Si	0.0158	0.0028	0.0111
Si	-0.0045	-0.0039	-0.0066
Si	-0.02	-0.0005	-0.0103
Si	0.0013	0.0099	-0.0072
Si	0.0051	-0.0055	-0.0094
Si	-0.002	0.0047	0.0049
Si	-0.0053	-0.0009	0.0032
Si	0.0009	0.0016	-0.0052
Si	0.0041	-0.002	-0.0022
Si	0.0043	-0.001	0.0003
Si	-0.0019	0.0047	-0.0002
Si	0.0002	-0.0008	0.0013
Si	0.0123	0.0026	0.0076
Si	0.0026	-0.001	-0.0029
Si	-0.0023	0.0044	-0.0053
Si	-0.0006	-0.0097	0.0067
Si	0.0011	-0.0042	-0.0052
Si	-0.0018	0.0003	-0.0033
Si	-0.004	-0.0012	-0.0184
Si	-0.0082	-0.0158	-0.0025
Si	0.0002	0.0002	-0.0017
Si	-0.0016	0.0147	-0.0013
Si	0.0067	-0.0023	-0.0099
Si	-0.0024	-0.002	-0.0028
Si	0.0012	0.007	0.0016
Si	-0.002	0.0012	0.0151
Si	0.0037	-0.0057	0.0105
Si	0.0047	-0.0001	0.0004
Si	0.0012	-0.0036	-0.0118
Si	-0.0025	-0.0063	0.0055
Si	-0.003	-0.0038	0.0113
Si	-0.001	-0.0007	-0.009
Si	-0.0034	0.0027	0.0034
Si	-0.0043	0.0086	-0.0038
Si	-0.0023	-0.002	0.0048
Si	0.0019	-0.006	-0.0001
Si	-0.003	0.006	0.0134
Si	0.0041	0.0025	-0.0095
Si	0.0065	-0.0038	0.0027
Si	-0.0056	0.0001	-0.0009
Si	0.0019	-0.0104	-0.0047
Si	0.0033	-0.0019	0.0012
Si	0.0085	0.0032	0.0003
Si	-0.0005	-0.0006	0.0081
Si	-0.0091	0.0036	-0.0042
Si	-0.0015	0.0032	0.001
Si	0.0016	-0.0055	-0.0062
Si	0.0005	0.0035	0.0093
Si	0.0053	-0.0018	0.0142
Si	-0.0011	0.0003	0.0121
Si	-0.0039	-0.0019	0.0124
Si	-0.0032	0.0097	0.0027
Si	0.0012	-0.0016	0.0089
Si	-0.0017	-0.0037	0.0154
Si	0.0032	-0.007	-0.0087
O	0.0019	-0.0009	0.0066
O	0.0002	0.0016	0.0025
O	-0.0006	-0.0055	0.0091
O	0.0014	0.001	0.0039
O	-0.0031	0	0.003
O	-0.0023	-0.0014	0.0053
O	-0.0029	0.0004	-0.0006
O	0.001	0.001	0.0096
O	-0.0023	0.0008	0.0046
O	0.002	0.0004	0.0037
O	-0.0004	0	0.0045
O	0.003	-0.0006	-0.0051
O	-0.0007	0.0014	0.0014
O	-0.0014	0.0023	0.0132
O	-0.0004	-0.0018	0.0035
O	0.0036	-0.0023	0.0072
O	-0.0006	-0.0084	0.0099
O	0.0021	0.0044	0.0138
O	0.0019	0.0008	0.0012
O	-0.0031	0.0053	0.01
O	-0.0123	-0.0006	0.0051
O	-0.0017	-0.0035	0.0017
O	-0.0013	0.0059	0.0119
O	0.0023	0.0043	0.0016
O	0.0038	-0.0007	0.0042
O	-0.0042	-0.0036	0.0052
O	0.0008	0.0043	-0.0036
O	0.0051	0.0024	0.0034
O	0.0012	-0.0034	0.0041
O	-0.003	0.0003	0.0002
O	-0.0026	-0.0003	0.0053
O	-0.0016	0.0023	0.0022
O	-0.0026	-0.0013	0.0077
O	-0.0116	0.0014	-0.0071
O	-0.0034	-0.0006	0.0098
O	-0.0023	-0.0047	-0.0012
O	-0.0014	0.0028	0.008
O	0.0028	-0.0073	-0.0293
O	0.0003	-0.0003	0.0058
O	-0.0022	-0.0005	0.0003
O	0.0049	-0.0006	-0.0056
O	-0.0019	0.0012	0.0002
O	0.0054	0.0037	0.0003
O	-0.0006	0.0026	0.0024
O	-0.0003	-0.0001	0.0026
O	0.0017	0.0022	0.0021
O	0.0023	-0.0017	-0.0035
O	0.001	0.0039	0.0038
O	-0.003	0.0133	-0.0179
O	0.003	0.001	-0.0103
O	-0.001	0.0034	-0.0051
O	0.003	0.0008	0.0056
O	-0.0004	-0.011	0.0098
O	-0.0085	0.0122	0.0053
O	0.0153	0.0031	0.0022
O	-0.0026	0.0029	-0.0022
O	0.0015	-0.0043	-0.0019
O	0.0021	-0.0022	0.0033
O	-0.002	-0.0019	0.0029
O	0.0067	0.003	-0.0013
O	-0.0011	-0.0009	0.0028
O	-0.0041	0.0043	-0.0043
O	-0.0006	-0.0033	-0.0021
O	-0.0005	0.007	0.0125
O	-0.0012	-0.0042	0.0051
O	-0.0016	-0.0025	0.0022
O	0.0003	-0.0042	0.0024
O	0.007	-0.0026	-0.0007
O	0.0009	-0.0021	0.0079
O	-0.0028	0.0002	0.0069
O	-0.0039	0.0007	0.0041
O	0.0007	-0.0026	-0.0047
O	0.0018	-0.0031	-0.0048
O	0.0036	0.0048	0.0063
O	-0.001	0.0059	0.0028
O	0.0012	-0.0016	0.0042
O	-0.0037	-0.0001	0.0071
O	-0.0008	-0.0022	0.0017
O	0.0026	-0.0013	-0.0009
O	0.0007	-0.0028	0.0013
O	-0.0011	0.0024	-0.0046
O	-0.0002	0.0049	-0.0001
O	0.003	0.0009	0.001
O	0.0058	-0.0013	-0.0051
O	-0.0012	0.0054	-0.0127
O	0.0003	0.0033	-0.0003
O	-0.0022	0.0021	0.0026
O	0.0053	-0.0011	0.0018
O	-0.0013	-0.0005	0.002
O	-0.0034	-0.0025	-0.0004
O	-0.0002	-0.0042	-0.0134
O	-0.0041	0.0009	0.002
O	0.0008	0.0136	-0.0117
O	0.0002	-0.0013	0.0032
O	-0.0003	0.0007	-0.0005
O	-0.0037	0.0004	0.0024
O	0.0046	0.0007	0.0062
O	0.0014	0.0004	-0.0085
O	0.0019	-0.0013	0.004
O	0.0018	0.0034	0.0073
O	-0.0039	-0.007	-0.0033
O	0.0047	-0.0031	0.0084
O	0.0001	-0.0046	-0.0088
O	0.0011	-0.0031	-0.0004
O	0.001	-0.0048	-0.0048
O	-0.0017	-0.0061	0.0037
O	-0.0012	0.0014	-0.009
O	-0.0065	0.0031	0.0072
O	0.0027	-0.0068	0.0024
O	0.0031	0.0011	0.0124
O	-0.0029	-0.0027	-0.0024
O	-0.001	0.0065	0.0086
O	-0.0009	-0.0044	0.0025
O	0.0013	-0.0006	0.0002
O	-0.0035	-0.0156	0.0119
O	-0.0017	0.0006	0.0053
O	0.0004	-0.0031	0.0062
O	0.0042	-0.0083	-0.0137
O	0.0005	0.0053	0.0046
O	0.0006	0.0053	0.0103
O	-0.0013	-0.0022	0.0006
O	-0.0034	-0.0005	0.0013
O	-0.0006	-0.003	0
O	-0.0017	0.0108	-0.024
O	0.0011	0.002	-0.0059
O	0.0004	0.0036	-0.0009
O	-0.0014	0.0015	0.0045
O	-0.0045	0	0.0132
O	0.0029	0.0001	0.0066
O	-0.0003	-0.003	0.0023
O	-0.0023	-0.0002	0.0031
O	0.0035	-0.0008	0.0233
O	0.0009	-0.0006	0.0024
O	0.002	-0.0015	0.0024
O	0.0018	0.0028	-0.0027
O	-0.0011	0.0017	0.0065
O	-0.0026	-0.0006	0.0053
O	0.0014	-0.0003	-0.0032
O	-0.0007	0.0017	0.002
O	0.0015	-0.0026	0.0042
O	0.0026	-0.0012	0.0038
O	-0.0003	0.0003	0.0048
O	0.0023	-0.0008	0.0016
O	-0.0036	-0.0014	0.0056
O	0.0023	0.0009	0.0037
O	0.0037	-0.0042	0.0107
O	0.0042	-0.0041	0.0076
O	0.0043	-0.0006	0.0001
O	-0.0043	0.0008	0.0019

The program warned: the cutoff lies below the one the program advises for these potential files; the exchange-correlation potential is rough where the density is thin.
